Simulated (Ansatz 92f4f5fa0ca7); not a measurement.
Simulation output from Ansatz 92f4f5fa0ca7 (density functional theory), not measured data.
Periodic cell of 149 atoms, Si88O55N6, from a study of silicon, its oxide and their interface. The atomic structure is a simulated model.

Settings
functional: r2SCAN
potential files: Ansatz norm-conserving
basis: plane waves
wave-function cutoff: 1300 eV
density cutoff ratio: 4
exchange-correlation grid ratio: 1
k mesh: 2 x 2 x 1, shifted by 0.5 0.5 0.5 of a step
self-consistency stop: 5e-08 eV per atom in the density residual
occupations: Fermi-Dirac, 0.05 eV
spin: none
net charge: 0

Cell vectors (angstrom)
a  10.88  0  0
b  0  10.88  0
c  0  0  21.5567

Atoms: element, x, y, z (angstrom)
Si  -0.3128  -0.6409  -2.7486
Si  1.0948  2.8085  -0.768
Si  0.0893  5.4628  0.5137
Si  3.4811  8.0966  -0.0574
Si  5.69  0.456  -0.3939
Si  8.5493  2.8943  0.2463
Si  5.0201  6.1262  0.179
Si  8.8146  7.7783  -0.1048
Si  0.9763  0.9518  1.287
Si  4.0635  4.2844  1.2842
Si  1.3762  6.7093  1.7979
Si  4.4176  9.9414  1.0204
Si  6.8801  1.7511  1.1479
Si  9.8177  4.0003  1.7699
Si  7.0405  6.7697  1.3819
Si  9.8661  9.9422  1.7761
Si  0.2739  2.4684  2.8075
Si  2.8562  -0.0856  2.4708
Si  -0.039  8.1045  3.0392
Si  3.009  5.385  2.9674
Si  5.4176  2.8231  2.5718
Si  8.1129  0.3505  2.4909
Si  5.7803  8.3465  2.4191
Si  8.3944  5.6387  3.0798
Si  1.8601  4.0478  4.3286
Si  4.2279  1.1275  4.0612
Si  1.8011  9.583  4.1563
Si  4.3693  6.8284  4.1012
Si  6.9149  4.0917  4.0296
Si  9.7007  1.3226  4.1148
Si  6.9725  9.7551  3.9862
Si  9.8698  6.9434  4.5837
Si  0.4237  0.0189  5.2394
Si  3.0711  2.3607  5.4043
Si  0.3002  5.3897  5.6845
Si  3.2231  8.3091  5.6073
Si  5.5221  0.0334  5.6064
Si  8.3371  2.7965  5.3563
Si  5.3769  5.431  5.5793
Si  8.0929  8.4289  5.3853
Si  1.3251  1.3587  6.8599
Si  4.3828  3.7773  6.6796
Si  1.8728  7.6107  7.3662
Si  4.1806  9.5748  7.2165
Si  7.0125  1.4273  6.8242
Si  9.5303  4.2545  6.6228
Si  6.9842  7.0015  6.7477
Si  9.6326  9.7243  6.8182
Si  -0.4078  2.6023  7.9717
Si  2.2578  -0.2533  8.2262
Si  -0.3647  7.5889  7.582
Si  3.9614  3.8124  8.9408
Si  6.3764  3.4055  7.9608
Si  8.87  0.5925  8.2065
Si  5.703  8.2373  8.3622
Si  7.8064  5.1485  7.8748
Si  -0.3601  3.1488  10.047
Si  3.9397  2.0101  11.5357
Si  2.385  12.5053  9.8785
Si  3.7636  7.0004  8.9907
Si  6.2444  3.9748  10.3705
Si  7.963  -0.3097  10.348
Si  7.1414  8.1471  10.2832
Si  9.3425  6.035  9.39
Si  2.0752  -2.2033  11.4826
Si  3.8859  -0.5338  12.7162
Si  1.4053  9.8781  13.9325
Si  4.5909  -3.3306  11.9132
Si  7.6061  2.4958  11.4549
Si  9.9368  8.7262  14.6409
Si  -1.495  1.9362  19.6495
Si  3.2466  2.9831  14.5315
Si  7.5087  14.5091  14.2452
Si  11.7481  1.7932  12.5598
Si  6.7837  2.8118  18.2378
Si  11.8692  3.2536  15.2503
Si  5.0295  5.4777  13.979
Si  7.2968  -1.1063  16.1342
Si  4.238  -2.0571  18.5667
Si  7.7856  16.3688  17.6597
Si  10.5694  -1.0758  11.892
Si  6.8059  4.7892  20.0756
Si  4.3108  1.1416  18.4779
Si  -5.2443  12.5726  15.8449
Si  9.7523  5.5617  15.5056
Si  12.0908  1.6899  17.9965
Si  5.5451  -3.5263  16.3761
Si  7.1923  9.2208  19.3555
O  -2.3483  -1.4069  15.2223
O  0.83  0.2033  17.959
O  -1.3062  -1.8042  0.5179
O  4.3162  -0.4371  18.077
N  0.2973  2.5372  19.2091
O  -0.9962  6.4885  -0.3706
O  3.4427  8.4084  19.8867
O  5.7653  -2.2816  19.092
O  4.517  1.076  20.1159
O  9.5895  0.3098  19.584
O  11.5415  2.4159  16.5853
O  2.1152  7.6815  0.7445
O  7.5377  4.2581  21.4109
O  8.1481  8.1867  20.0313
N  0.5838  0.0773  12.7939
O  4.3188  1.9364  14.9081
O  2.8914  10.4588  14.3944
O  4.8253  11.7277  12.2737
N  4.7347  3.1724  10.6467
O  3.9111  5.4426  9.2606
O  7.2645  0.9544  10.9952
O  9.0402  2.9891  10.7908
N  11.6276  2.0583  10.9352
O  9.5321  -0.2238  10.9585
O  8.5518  7.2943  10.0121
O  6.1078  7.3034  11.3009
O  10.2254  4.8626  10.1795
O  13.426  2.9175  9.0809
N  3.2521  -3.0482  10.4121
O  4.6507  -1.973  12.9177
O  2.8559  -0.7306  11.4281
O  9.2642  5.7654  17.0155
O  1.8257  8.4951  13.1106
O  6.7036  11.3011  15.8309
O  2.8749  2.0336  18.1865
O  4.9675  -4.5333  15.1872
O  11.2266  4.8007  15.3794
O  6.6622  4.9917  13.7758
O  11.4933  8.8221  10.9478
O  6.7908  6.5889  17.0559
O  -4.874  3.5404  19.4881
O  7.9367  5.7466  19.1807
O  8.8394  4.2193  14.9932
O  -1.0123  7.12  14.9101
O  7.1677  14.9586  17.2645
O  11.0607  2.6224  13.8058
O  8.067  2.6128  13.0488
O  4.2044  4.1636  14.2536
O  16.5146  5.9199  20.2529
O  13.6325  2.221  13.1132
O  4.2164  6.1548  12.5555
O  4.2115  7.953  17.219
N  5.418  1.9138  17.5342
O  -2.6306  2.1842  18.417
O  6.6362  -8.0567  15.2969
O  7.6768  -1.3334  17.7967
O  6.9043  10.5083  20.2503
O  6.1654  -2.1927  15.5648
O  9.8309  -1.9654  13.046
O  11.2359  9.5012  15.1496
O  0.7487  4.3411  21.0029

Results
free energy: -37603.769 eV
free energy less fixed offsets of N -289.75, O -463.61, Si -117.95 eV per atom: 12.881 eV
pressure: -1.04 GPa
stress xx, yy, zz, yz, xz, xy (GPa, positive in tension): 2.15, 0.74, 0.23, -0.84, 0.34, -1.56

Forces (eV/angstrom), in the order of the atoms: element, x, y, z
Si  1.373  -3.5803  -0.9258
Si  0.6421  -1.0009  -0.4807
Si  -2.0891  -0.1061  -2.2719
Si  0.9697  -0.7046  0.7189
Si  0.351  -0.8946  -1.112
Si  -0.3123  1.598  -1.493
Si  -0.3793  0.9658  1.5008
Si  0.101  -2.3976  0.4473
Si  -0.2313  -0.7299  -0.4399
Si  -0.1959  -0.7508  -0.5115
Si  0.4726  -0.0081  1.2933
Si  0.518  -1.7156  0.392
Si  -0.7751  -1.1372  0.0894
Si  -0.7499  0.8608  1.4041
Si  1.259  0.3959  -0.3683
Si  1.7517  1.3676  1.9135
Si  0.9273  2.0239  1.1236
Si  -0.0123  0.9087  0.1229
Si  2.2739  2.1955  -0.3498
Si  -0.8631  1.1751  -0.8885
Si  0.188  0.4517  0.9205
Si  0.652  -0.737  1.7904
Si  -0.772  1.062  1.7208
Si  -0.0967  -0.6764  -0.8299
Si  -1.7383  -1.1651  0.0634
Si  0.7686  0.0861  -2.7601
Si  0.0641  -2.242  -1.1815
Si  0.1499  1.5956  -0.4943
Si  -0.9104  0.408  0.5916
Si  -0.8511  -0.0648  -0.287
Si  -1.4224  0.3653  -0.9224
Si  -2.2522  -0.8555  0.3032
Si  -2.7747  0.2162  1.5706
Si  -2.0522  1.5869  2.08
Si  1.1799  1.0496  0.0663
Si  -1.122  -0.4144  -1.1774
Si  0.7777  -0.8322  0.3875
Si  -0.5722  -1.0349  -0.4196
Si  2.6465  0.891  -0.866
Si  2.4153  -0.2158  0.8731
Si  0.767  0.4231  -0.7578
Si  -0.2207  -0.4982  0.8068
Si  0.9896  -0.1563  0.6707
Si  1.1886  2.3606  -0.2975
Si  1.1864  0.3587  0.0668
Si  -0.4516  -0.9672  0.478
Si  -2.078  -0.8391  0.2872
Si  0.4542  -0.7181  -1.1472
Si  -0.3045  -1.9104  -2.4968
Si  0.0956  -0.2277  0.7372
Si  -0.067  -0.8779  0.6061
Si  -0.4107  0.7449  1.5686
Si  -0.0302  -1.039  0.4326
Si  -1.0848  -0.1423  -0.6215
Si  0.0156  -1.2374  -0.419
Si  1.2263  0.7106  -0.0436
Si  -2.0358  1.066  3.7669
Si  -1.0817  0.0373  -0.2545
Si  -1.9226  -4.6402  3.1829
Si  -1.1388  1.4138  -0.7315
Si  0.6845  0.4948  -0.0619
Si  2.6343  -0.706  -1.0182
Si  -0.2645  0.4445  -0.4185
Si  0.9822  -1.21  -1.5993
Si  2.861  -0.8106  -2.3171
Si  -0.3238  0.9011  1.4935
Si  1.5123  1.0825  1.0606
Si  0.4105  1.3389  -2.7777
Si  2.5235  0.3826  -0.3167
Si  -3.8096  -0.6745  0.6058
Si  1.2805  0.9562  -0.8269
Si  -3.0937  -0.4276  -0.9936
Si  1.244  0.9102  -0.627
Si  0.4823  -0.9525  2.3654
Si  -1.8424  0.6629  -1.9153
Si  -1.9804  1.1962  -1.2186
Si  1.7463  -2.3176  -5.4817
Si  -1.9912  0.127  1.86
Si  2.8729  1.7796  0.2786
Si  1.5124  1.1442  -2.7465
Si  -2.3006  1.4197  -1.0899
Si  0.9729  3.3071  1.2169
Si  -2.8721  -0.4852  1.5448
Si  1.9431  -0.5835  -0.2569
Si  0.858  -1.5684  -0.6844
Si  1.4718  5.2358  -0.4223
Si  -0.2524  1.6374  -1.4637
Si  -0.8258  0.6894  -2.7284
O  3.433  -0.7671  -0.8335
O  -0.4392  -2.5978  -0.1032
O  -0.7683  -1.7817  -3.4223
O  -1.4962  -1.2508  0.0623
N  -1.3692  -1.2756  1.5457
O  0.41  0.5367  1.0398
O  -1.9459  -0.0421  -0.7072
O  -1.1051  -0.9881  0.1366
O  1.3486  0.2411  -0.0045
O  -1.1357  1.8057  1.0752
O  0.736  -0.6718  0.2425
O  1.1663  1.4814  -1.8173
O  0.5988  -0.1455  -0.7571
O  1.31  -0.1734  0.6855
N  1.3069  -0.1379  1.1454
O  2.3617  -3.8237  3.1548
O  0.4811  -0.094  -3.4899
O  -1.3236  -2.4791  1.2616
N  -1.9158  0.4756  -0.8811
O  -0.2499  -2.2385  0.4647
O  -1.0695  0.6288  1.1012
O  0.2471  -1.75  -0.3956
N  0.7558  1.7987  -1.9693
O  0.1442  -1.5864  0.9426
O  -1.2861  1.3428  1.9377
O  0.1933  1.3479  0.182
O  1.148  1.3119  -0.638
O  0.9617  4.5342  -2.2926
N  0.5107  0.0681  5.4995
O  -0.1027  -0.1845  -1.215
O  0.927  0.3595  1.8701
O  -0.6214  -0.151  0.3714
O  -0.0578  -0.4125  -0.3549
O  -0.7455  -1.3895  -0.3031
O  -0.898  -2.0993  0.0013
O  -0.2374  4.071  4.6692
O  0.5436  -0.4307  0.0485
O  -1.9048  -0.2798  -0.3638
O  -2.074  0.4601  -0.6945
O  -1.6319  1.0201  -0.4784
O  1.0529  -1.453  -0.8677
O  -1.5366  -2.8267  3.1487
O  -0.0205  2.0066  -0.5785
O  -0.0197  -1.1692  0.1971
O  -0.4626  -0.4686  0.8068
O  1.866  0.148  0.7734
O  -1.9433  0.8217  0.5871
O  -0.0897  1.7612  -0.7752
O  0.5218  -1.1018  -0.6605
O  -1.3002  0.0917  -2.7588
O  1.3966  -1.3269  3.4018
O  0.6433  -1.6682  -0.8448
N  2.6429  1.5082  -0.3509
O  0.7914  -0.6521  1.736
O  -0.4147  -0.2856  -0.5057
O  -0.1161  0.8051  -1.7066
O  -1.1883  2.1598  1.5641
O  -0.1233  -0.6712  1.9557
O  0.1424  -0.0167  -1.0468
O  1.4146  0.0688  -0.246
O  -0.3024  1.7602  0.5791

The program warned: the forces do not sum to zero within the program's tolerance.
